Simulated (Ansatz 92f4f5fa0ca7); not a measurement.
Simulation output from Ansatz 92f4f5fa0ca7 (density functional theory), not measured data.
Periodic cell of 216 atoms, Si133O81H1N1, from a study of silicon, its oxide and their interface. The atomic structure is a simulated model.

Settings
functional: PBE
potential files: Ansatz PAW
basis: plane waves
wave-function cutoff: 700 eV
density cutoff ratio: 5
exchange-correlation grid ratio: 1
k mesh: 2 x 2 x 1, shifted by 0.5 0.5 0.5 of a step
self-consistency stop: 5e-08 eV per atom in the density residual
occupations: fixed
spin: none
net charge: 0

Cell vectors (angstrom)
a 10.938 0 0
b 0 10.938 0
c 0 0 31.324

Atoms and the computed forces on them: element, x, y, z (angstrom), force x, y, z (eV/angstrom)
Si 0.2217 -0.7079 23.8963 0.0045 -0.0605 -0.0458
Si 5.0148 0.3322 23.89 -0.0125 -0.0027 -0.0408
Si 3.2228 2.1253 23.747 0.0387 -0.008 -0.0523
Si 7.8768 3.0545 23.9566 -0.0163 0.0126 -0.0586
Si -0.6058 6.1188 23.9259 -0.0531 0.0634 -0.0535
Si 6.1355 4.8897 23.939 0.0646 -0.0003 -0.0516
Si 2.1697 8.7603 23.9477 -0.0364 0.0578 -0.0686
Si 8.5896 7.7335 24.2077 0.0499 -0.025 -0.0664
Si 1.3194 1.2534 24.953 0.0067 -0.0361 0.0182
Si 6.7722 1.3619 25.1619 -0.0369 -0.0067 -0.0151
Si 4.1656 3.9721 25.011 0.0308 0.0063 0.0027
Si 9.5754 4.1711 25.1323 -0.0015 0.0223 0.0015
Si 1.3403 6.85 25.0814 -0.0195 0.0095 0.038
Si 6.8109 6.7109 25.2853 0.0162 0.0084 0.0097
Si 3.9889 9.616 25.2137 -0.0045 -0.0066 -0.0092
Si 9.5608 9.4789 25.4079 -0.0022 0.0208 -0.0167
Si 2.6579 0.0473 26.5608 -0.0113 0.0142 -0.039
Si 8.1679 0.0268 26.5452 -0.0063 0.0059 0.0663
Si 0.0329 2.7189 26.4198 0.021 -0.0096 0.0703
Si 5.4617 2.7306 26.5637 -0.0193 0.0021 -0.0421
Si 2.7689 5.4237 26.4088 -0.0063 0.0028 0.0603
Si 8.2404 5.4412 26.6237 0.0082 -0.0222 -0.0403
Si 0.0698 8.1381 26.6343 0.0265 -0.0129 -0.0354
Si 5.4265 8.2058 26.5098 -0.0025 -0.0114 0.0395
Si 4.1018 1.3673 27.9058 -0.2704 0.1108 0.1808
Si 9.5708 1.3673 27.9058 0.115 0.2788 -0.464
Si 1.3673 4.1018 27.9058 0.1841 -0.1303 -0.7757
Si 6.8362 4.1018 27.9058 -0.0155 -0.1994 0.4123
Si 4.1018 6.8362 27.9058 -0.2426 -0.224 -0.4634
Si 9.5708 6.8362 27.9058 0.2175 -0.1724 0.7463
Si 1.3673 9.5708 27.9058 0.133 0.08 0.5843
Si 6.8362 9.5708 27.9058 -0.2091 -0.0692 -0.2032
Si 0 0 29.273 -0.0238 -0.0663 -0.019
Si 5.469 0 29.273 -0.0797 -0.1127 -0.0135
Si 2.7345 2.7345 29.273 0.0661 0.0101 -0.0015
Si 8.2035 2.7345 29.273 -0.0041 0.0303 0.0061
Si 0 5.469 29.273 -0.1189 0.0496 0.0178
Si 5.469 5.469 29.273 0.0077 -0.0221 -0.0301
Si 2.7345 8.2035 29.273 -0.0136 0.0508 0.007
Si 8.2035 8.2035 29.273 0.0246 -0.0179 -0.0221
Si 1.3673 1.3673 30.6403 -0.0263 0.0057 0.0017
Si 6.8362 1.3673 30.6403 0.0583 -0.0027 -0.0201
Si 4.1018 4.1018 30.6403 -0.0278 0.0341 0.0138
Si 9.5708 4.1018 30.6403 0.0166 -0.0491 -0.0021
Si 1.3673 6.8362 30.6403 0.0544 -0.0275 -0.0105
Si 6.8362 6.8362 30.6403 0.0009 0.0172 0.0016
Si 4.1018 9.5708 30.6403 0.0343 -0.0301 0.0013
Si 9.5708 9.5708 30.6403 -0.0347 0.046 0.0052
Si 2.7345 0 0.6835 0.0508 -0.0391 -0.0216
Si 8.2035 0 0.6835 -0.0652 0.0078 0.0057
Si 0 2.7345 0.6835 -0.08 0.0304 0.0109
Si 5.469 2.7345 0.6835 0.0306 -0.0414 0.0111
Si 2.7345 5.469 0.6835 -0.0439 0.0619 0.0043
Si 8.2035 5.469 0.6835 0.0876 -0.0298 -0.021
Si 0 8.2035 0.6835 -0.0355 -0.0315 0.0053
Si 5.469 8.2035 0.6835 -0.0138 0.0377 0.014
Si 4.1018 1.3673 2.0507 -0.1015 -0.0966 -0.03
Si 9.5708 1.3673 2.0507 0.0416 -0.0063 0.0232
Si 1.3673 4.1018 2.0507 0.1127 0.0393 0.0346
Si 6.8362 4.1018 2.0507 0.0316 0.0729 -0.0046
Si 4.1018 6.8362 2.0507 0.0351 -0.0322 0.0262
Si 9.5708 6.8362 2.0507 -0.1056 0.0043 -0.0397
Si 1.3673 9.5708 2.0507 0.0341 0.0942 0.0009
Si 6.8362 9.5708 2.0507 0.09 -0.0212 0.0518
Si 0 0 3.418 0.2525 0.2737 -0.3509
Si 5.469 0 3.418 -0.4386 0.0331 0.3426
Si 2.7345 2.7345 3.418 0.0307 -0.0184 -0.397
Si 8.2035 2.7345 3.418 0.1347 0.1153 0.451
Si 0 5.469 3.418 0.1258 0.3078 0.4744
Si 5.469 5.469 3.418 -0.0828 -0.085 -0.3182
Si 2.7345 8.2035 3.418 0.0149 0.0157 0.605
Si 8.2035 8.2035 3.418 0.0198 -0.269 -0.7726
Si 1.3644 1.4189 4.7811 0.018 -0.0017 0.0383
Si 6.7835 1.3967 4.7902 -0.0185 0.0066 -0.0726
Si 4.1142 4.0688 4.7573 0.0001 0.0014 0.0435
Si 9.6042 4.1309 4.8422 0.0055 0.0043 -0.0715
Si 1.3988 6.8394 4.893 -0.0257 0.028 -0.0537
Si 6.8219 6.8565 4.7204 -0.0122 -0.0139 0.0322
Si 4.046 9.6071 4.8815 0.0007 -0.0107 -0.0346
Si 9.6354 9.5 4.6696 0.0323 0.0001 0.036
Si 2.6721 0.1334 6.2813 0.0025 -0.0071 -0.0128
Si 8.1898 -0.1049 5.8896 -0.0254 -0.0497 0.0437
Si 0.1144 2.8363 6.2415 0.0484 -0.0026 0.0014
Si 5.4758 2.7937 6.2319 -0.0133 0.0317 -0.0023
Si 2.8015 5.3736 6.2211 -0.0046 -0.0162 0.0067
Si 8.2132 5.5648 6.1165 -0.013 -0.0173 0.0101
Si 0.0699 8.3687 6.2324 -0.014 0.0148 -0.0423
Si 5.4677 8.1639 6.1628 0.0248 -0.0061 -0.0365
Si 3.7339 1.86 7.5816 -0.0205 -0.001 0.0623
Si 9.6898 1.1467 7.0841 -0.0119 -0.0481 0.0505
Si 1.9966 3.6051 7.6619 0.0396 0.0009 0.0508
Si 6.4953 4.6127 7.4143 -0.0324 0.0343 0.032
Si 4.6698 6.2738 7.3562 0.0548 -0.0585 0.0634
Si 9.1289 7.435 7.2406 -0.0566 0.0581 0.0607
Si 0.6483 10.4287 7.4187 -0.0725 0.0603 0.0598
Si 7.3593 9.0671 7.2222 0.0591 -0.0273 0.0436
N 7.12 4.178 9.0319 -0.0007 -0.015 -0.0043
O 7.2541 9.1778 8.907 0.0152 -0.0217 0.0022
O 9.2861 7.4256 8.9273 -0.0236 0.0038 0.0073
O 0.8733 10.4792 9.0742 0.0107 -0.0254 -0.0092
O 4.2113 1.4611 9.1419 0.013 0.0078 -0.0086
O 1.8573 3.9482 9.3084 -0.0054 0.0033 -0.0258
O 8.3894 1.8091 7.9575 0.0175 0.0094 0.0133
O 4.2279 6.5211 8.9362 -0.0133 0.0217 -0.0072
O 8.277 8.2528 22.6588 0.0045 0.017 0.0073
O 8.565 2.2974 22.6223 -0.0015 0.0212 -0.0106
O 6.0651 5.6489 22.4487 -0.0218 -0.0263 -0.0046
O 2.7901 2.5595 22.1799 0.0025 0.0129 0.0141
O 10.3962 9.984 22.381 -0.0184 0.0003 0.0027
O 0.1628 3.6663 18.2932 0.0184 0.0047 0.0001
O 2.6389 8.6248 22.3548 -0.0105 -0.0046 -0.001
O 5.5495 -0.4945 22.5442 0.0056 0.015 0.0019
Si 7.0819 5.2071 10.4553 -0.0013 0.0175 -0.0047
Si -1.3211 3.8919 11.2241 -0.0014 -0.004 0.0004
Si 3.2806 7.2369 10.0215 0.0032 0.0054 0.0042
Si 3.1657 13.5037 15.8165 -0.0014 0.0006 -0.0018
Si -1.316 12.2633 12.7503 0.0016 0.0017 -0.0008
Si -0.2417 5.2566 21.0265 -0.0041 0.0038 -0.0027
Si 6.3597 10.2995 21.1366 0.0151 0.0017 0.0022
Si 9.0547 -1.6443 21.6808 -0.0175 0.0018 -0.0006
Si 6.2536 -7.9592 15.1893 0.0033 -0.0008 0.0023
Si 1.4487 -1.4793 10.1933 0.0011 -0.007 0.0068
Si 7.8231 2.585 9.2653 0.0099 -0.0153 -0.0089
Si 5.79 0.7208 18.5862 -0.0025 -0.0006 0.0004
Si -1.699 2.5265 21.1496 -0.006 -0.0063 -0.0008
Si 7.7169 5.0197 17.0859 -0.0019 -0.0039 0.0016
Si 6.891 3.2414 19.4045 0.003 -0.0016 0.0013
Si 1.5134 4.7349 10.7092 -0.0076 0.0094 0.0145
Si 5.2341 5.2537 21.1108 -0.0004 0.0013 -0.0015
Si 3.4385 -0.2252 16.8572 -0.0028 -0.0004 0.0038
Si 5.2425 3.7835 12.433 0.0017 0.0022 0.0013
Si 9.8676 -1.3975 11.8056 -0.005 -0.0053 -0.002
Si -3.4991 11.2304 14.5216 0.0015 -0.0028 0.0004
Si 5.0923 -1.6926 14.5686 0.0028 -0.0055 -0.0034
Si 2.5703 3.8842 21.2483 0.0021 0.0135 -0.0085
Si 1.6619 3.0101 18.4625 -0.0017 -0.0021 0.0001
Si -0.8188 10.379 14.6622 0.0002 0.0001 0.0018
Si 8.0466 8.055 9.8225 -0.0063 -0.0027 -0.0167
Si 5.0141 8.0195 19.571 0.0033 0.0007 -0.006
Si 13.2622 9.1615 20.8527 0.0042 0.0014 0.0021
Si 10.7386 -5.6962 17.9729 -0.0033 -0.0022 0.0085
Si 5.2023 7.0148 16.6062 0.0023 0.01 -0.0029
Si 5.1784 12.2834 10.4663 0.0143 -0.0029 0.0072
Si 11.6011 11.5727 20.0355 0.001 -0.0006 -0.0001
Si 4.0161 9.6339 11.657 0.0026 -0.0018 0.0021
Si -0.2074 8.8454 19.3851 -0.0065 -0.0019 -0.0068
Si 2.5233 4.3121 13.5714 -0.0014 0 0.0015
Si 2.185 6.2626 15.9973 -0.0039 0.0052 -0.0087
Si 1.037 8.9355 16.7275 -0.0006 0.0008 -0.0008
O 2.191 -2.6746 9.3449 0.0093 0.0093 0.0323
O 6.1632 8.8636 20.3677 -0.004 0.0102 -0.0049
O 9.2116 2.7973 10.0918 -0.0167 0.0276 0.0099
O -0.2684 10.4803 19.2792 0.027 -0.0075 0.0188
O 1.094 8.318 20.2077 -0.0051 0.0368 0.0005
O -2.8527 2.2972 20.0126 0.0027 0.0188 0.0064
O 2.3911 2.9513 14.4438 0.0244 0.0278 0.0086
O -0.1155 4.8736 10.7496 -0.0001 -0.0136 -0.0053
O -1.0089 2.9064 12.4971 -0.0083 0.0007 -0.002
O 9.5524 4.1154 21.048 0.0222 -0.0015 -0.0016
O 5.775 4.859 11.3464 0.0063 -0.0151 -0.0039
O 14.5624 8.7791 19.9577 0.0046 -0.0018 0.003
O 3.7152 -5.9716 21.616 -0.0035 -0.0249 -0.0214
O 9.9122 9.2994 13.4316 0.0013 0.0396 -0.0088
O 5.8821 3.8707 20.5215 0.0001 0.0138 -0.0045
O 5.117 7.993 17.9314 -0.002 -0.0208 0.0098
O 8.677 -11.2562 15.4166 0.0056 0.013 -0.0424
O 9.3316 -5.5024 17.1117 0.0183 0.0038 -0.0012
O 13.1666 -1.1492 17.4488 -0.0017 0.0037 -0.026
O 13.5522 3.6016 19.6488 -0.0138 -0.0036 0.0153
O 1.9963 5.533 14.5367 0.0143 -0.0036 0.0164
O 5.773 11.4915 20.2087 0.0099 -0.0239 -0.0106
O 6.6001 -4.7644 16.7866 -0.0023 -0.0075 0.0034
O 10.6071 1.6293 20.9144 -0.0088 0.0085 -0.0179
O -2.5903 4.8783 11.4488 0.0036 -0.0137 -0.0173
O 4.2339 -2.7926 10.9915 -0.0229 0.0097 -0.0095
O 2.3727 6.1174 10.7901 0.0039 -0.0149 -0.0198
O 12.7967 -0.1783 20.8575 -0.0098 -0.0181 -0.0245
O 7.0394 6.8018 10.1335 0.0212 0.0024 0.0134
O 22.109 -2.0668 11.099 -0.0011 0.0302 -0.0052
O 4.0719 4.6018 13.2002 -0.0162 -0.0195 0.0059
O 4.7208 14.0185 15.7504 -0.0049 -0.0067 -0.0171
O -0.034 -2.6074 17.8312 0.0218 0.0316 -0.0024
O 6.0797 13.2481 18.3368 0.01 -0.0095 0.0152
O -0.5507 6.2947 22.2456 0.007 -0.0265 0.0053
O 2.5049 14.2195 17.1109 -0.0048 -0.0135 -0.0062
O -2.966 -0.456 21.3651 -0.0122 -0.015 -0.0005
O 5.0615 10.7776 11.1175 -0.0219 0.0118 -0.0024
O 1.0966 5.7475 17.1123 -0.003 -0.0087 -0.008
O -4.4702 9.9984 14.1271 -0.002 0.0115 0.0194
O 1.1372 4.5635 21.5394 0.011 -0.0149 -0.0085
O -4.0722 -0.2802 17.8838 0.0059 0.0303 -0.0012
O -8.4195 10.1529 11.2226 0.0094 -0.029 -0.0149
O 6.6418 1.4057 15.3847 0.0105 0.0049 -0.0222
O 3.7595 6.1831 16.5123 -0.0089 0.007 -0.0009
O 4.2883 11.2891 18.1026 0.0086 -0.0007 -0.0169
O 6.3163 3.385 13.6017 -0.0244 -0.0037 0.0129
O 5.3889 7.7405 15.1362 -0.0009 -0.0011 0.0044
O 0.2578 9.9357 15.7407 -0.0063 -0.0082 0.0012
O 12.6824 7.8183 15.7845 0.0045 -0.0041 0.015
O -0.357 11.81 14.0031 -0.0379 -0.0292 -0.0157
O 6.7392 1.6229 10.035 -0.0218 0.0147 -0.0023
O -0.2416 -5.0286 19.5015 -0.0005 -0.0321 -0.0006
O -2.8792 22.9115 13.1961 0.0263 -0.0171 0.0282
O 5.1692 6.4616 20.0337 0.0075 -0.0002 0.0164
O 1.7895 4.004 12.148 0.0139 0.0048 -0.0004
O -6.5423 9.9265 15.8417 -0.0021 0.0117 -0.0024
O 9.4169 -2.4512 20.283 -0.0011 0.0153 0.0223
O -3.5516 3.8591 15.977 -0.0104 -0.0033 0.0048
O -6.8136 9.3661 13.261 0.0068 0.0072 -0.0062
O 4.7478 2.4374 11.6231 0.0243 0.0034 -0.0101
O 2.8643 0.9893 15.9568 0.0032 0.001 0.0223
O 9.8816 0.2385 11.5287 0.0052 -0.0268 0.032
O 8.5597 8.7776 11.1905 0.0134 0.0036 -0.0145
O 7.5058 4.5032 18.6068 -0.0104 -0.0204 -0.0081
O 1.3959 12.3966 18.8376 -0.0027 0.0091 0.0147
H -3.2408 0.0604 17.5207 -0.027 -0.0169 0.021

Results
free energy: -131031.357 eV
free energy less fixed offsets of H -17.10, N -388.26, O -569.03, Si -635.61 eV per atom: 1.563 eV

The program warned: the cutoff lies below the one the program advises for these potential files; the exchange-correlation potential is rough where the density is thin.
